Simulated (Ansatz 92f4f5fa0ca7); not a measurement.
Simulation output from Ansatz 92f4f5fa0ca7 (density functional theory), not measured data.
Periodic cell of 229 atoms, Si134O93H2, from a study of silicon, its oxide and their interface. The atomic structure is a simulated model.
Doubt: the cutoff is far below the 930 eV that the study's wrapper takes by default for these files, so forces and energies are approximate.
This geometry differs little from another in the collection (a relaxation step or a small displacement).

Settings
functional: PBE
potential files: Ansatz PAW
basis: plane waves
wave-function cutoff: 580 eV
density cutoff ratio: 5
exchange-correlation grid ratio: 1
k mesh: 1 x 1 x 1, Gamma-centred
self-consistency stop: 5e-08 eV per atom in the density residual
occupations: fixed
spin: none
net charge: 0

Cell vectors (angstrom)
a	10.938	0	0
b	0	10.938	0
c	0	0	32.2959

Atoms and the computed forces on them: element, x, y, z (angstrom), force x, y, z (eV/angstrom)
Si	0.3665	-0.5321	24.97	0.1336	-0.1716	-0.0079
Si	5.74	-0.1579	24.9832	0.0915	0.0648	0.4594
Si	2.8071	2.4811	24.6641	-0.1386	0.1441	0.225
Si	7.991	2.8186	24.5747	0.0251	-0.0295	-0.0287
Si	-0.1297	5.7314	24.6207	0.2046	-0.1302	0.0092
Si	5.7102	4.9381	24.6627	0.023	0.1504	0.1537
Si	2.7683	8.4032	24.7709	-0.1217	0.2531	0.1267
Si	7.9999	8.4846	24.9565	-0.2159	-0.1701	0.3215
Si	1.3181	1.3417	26.1244	-0.0319	-0.0013	-0.3057
Si	6.9328	1.4424	26.2088	0.0225	-0.1518	-0.3158
Si	4.1806	3.8691	26.0907	-0.134	0.0481	-0.2313
Si	9.5122	4.168	25.9605	0.0841	-0.089	-0.2123
Si	1.5337	6.7336	26.0151	-0.0447	0.0723	-0.1598
Si	6.8109	6.6862	26.0355	-0.0191	0.0509	-0.3865
Si	4.0731	9.6404	26.2543	0.1897	0.0344	-0.4031
Si	9.6939	9.3772	26.3335	0.0527	0.1225	-0.2577
Si	2.6999	0.053	27.5562	-0.0109	0.0815	-0.0304
Si	8.2886	-0.0212	27.5009	-0.0016	-0.0652	0.2891
Si	-0.0536	2.7682	27.4333	-0.0156	0.0749	-0.0101
Si	5.5099	2.6868	27.5707	0.1071	-0.0675	0.0278
Si	2.8224	5.362	27.4341	0.081	-0.0129	0.1273
Si	8.2082	5.4439	27.4869	-0.1393	0.0387	-0.1423
Si	0.1493	8.0304	27.5558	0.042	-0.154	0.0523
Si	5.4662	8.1472	27.4539	0.1001	0.0171	0.225
Si	4.1018	1.3673	28.8776	0.0436	-0.1066	0.4991
Si	9.5708	1.3673	28.8776	0.0904	0.2393	-0.0764
Si	1.3673	4.1018	28.8776	-0.031	-0.1055	-0.5857
Si	6.8362	4.1018	28.8776	0.0964	0.1221	0.1947
Si	4.1018	6.8362	28.8776	0.0484	-0.3157	-0.3532
Si	9.5708	6.8362	28.8776	0.2095	-0.5382	0.1086
Si	1.3673	9.5708	28.8776	0.0625	-0.1627	0.1874
Si	6.8362	9.5708	28.8776	0.0808	-0.199	-0.5017
Si	0	0	30.2449	-0.0267	0.0279	-0.0346
Si	5.469	0	30.2449	-0.1075	-0.0346	-0.0044
Si	2.7345	2.7345	30.2449	0.0106	-0.0093	-0.0087
Si	8.2035	2.7345	30.2449	-0.0246	0.0041	0.0081
Si	0	5.469	30.2449	-0.1774	-0.0041	0.0253
Si	5.469	5.469	30.2449	0.0033	0.047	-0.0041
Si	2.7345	8.2035	30.2449	-0.0169	0.0646	-0.0087
Si	8.2035	8.2035	30.2449	-0.0127	0.1269	-0.0641
Si	1.3673	1.3673	31.6121	0.0528	-0.0687	-0.0116
Si	6.8362	1.3673	31.6121	0.0688	0.0183	-0.0422
Si	4.1018	4.1018	31.6121	0.0162	0.0338	-0.0072
Si	9.5708	4.1018	31.6121	0.0845	-0.0742	-0.0127
Si	1.3673	6.8362	31.6121	-0.0244	-0.0109	-0.0449
Si	6.8362	6.8362	31.6121	0.0058	-0.0574	-0.0183
Si	4.1018	9.5708	31.6121	0.0839	-0.0829	-0.0106
Si	9.5708	9.5708	31.6121	-0.0015	0.0029	-0.0076
Si	2.7345	0	0.6835	-0.0177	0.0287	0.0221
Si	8.2035	0	0.6835	-0.1055	0.0428	0.0196
Si	0	2.7345	0.6835	-0.1013	0.0388	0.0185
Si	5.469	2.7345	0.6835	-0.0327	-0.0432	0.0067
Si	2.7345	5.469	0.6835	-0.0342	0.0738	0.008
Si	8.2035	5.469	0.6835	0.0041	0.028	0.0109
Si	0	8.2035	0.6835	0.0117	0.0067	0.0098
Si	5.469	8.2035	0.6835	-0.0139	0.0814	0.0338
Si	4.1018	1.3673	2.0507	0.0448	0.0212	0.0068
Si	9.5708	1.3673	2.0507	0.0898	-0.0556	0.0282
Si	1.3673	4.1018	2.0507	0.0262	-0.0497	0.0164
Si	6.8362	4.1018	2.0507	0.0333	0.017	0.0016
Si	4.1018	6.8362	2.0507	0.0223	-0.1435	-0.0052
Si	9.5708	6.8362	2.0507	0.0232	0.0296	0.0134
Si	1.3673	9.5708	2.0507	-0.0317	-0.03	0.0121
Si	6.8362	9.5708	2.0507	0.1226	-0.0461	-0.0035
Si	0	0	3.418	-0.0352	0.0477	-0.0855
Si	5.469	0	3.418	-0.2302	0.1142	0.2909
Si	2.7345	2.7345	3.418	0.0146	-0.0212	-0.0862
Si	8.2035	2.7345	3.418	-0.1692	0.0988	0.2275
Si	0	5.469	3.418	0.0525	0.1721	0.1007
Si	5.469	5.469	3.418	-0.3088	-0.0393	-0.3257
Si	2.7345	8.2035	3.418	-0.1524	0.1535	0.3558
Si	8.2035	8.2035	3.418	0.0401	0.4148	-0.5026
Si	1.3695	1.3676	4.7818	-0.0057	0.0213	-0.0605
Si	6.7774	1.4128	4.819	-0.041	0.0344	-0.0443
Si	4.0648	4.1318	4.7847	0.023	-0.0455	0.0469
Si	9.549	4.1457	4.787	-0.0512	0.0113	-0.0827
Si	1.3339	6.8688	4.8296	-0.0769	0.0377	0
Si	6.7558	6.9327	4.6848	0.01	-0.0271	-0.173
Si	4.0439	9.6238	4.8404	-0.082	0.0945	-0.1049
Si	9.5244	9.6193	4.7723	-0.0228	0.052	0.0182
Si	2.6658	0.0407	6.289	-0.1348	-0.0628	0.1893
Si	8.1631	0.0765	6.1629	-0.0253	-0.034	0.2696
Si	0.0306	2.7825	6.1011	0.0247	-0.0566	0.1331
Si	5.3795	2.7617	6.221	0.0343	0.0355	0.2796
Si	2.7295	5.5126	6.1884	0.1096	-0.0141	0.1201
Si	8.1065	5.6081	5.9833	0.0447	-0.0485	0.235
Si	-0.0801	8.2736	6.1723	-0.0737	-0.0725	0.2698
Si	5.4606	8.267	6.1134	0.0858	0.0395	0.1555
Si	3.757	1.6592	7.6616	-0.0162	0.1564	0.055
Si	9.7791	1.2659	7.4376	0.1107	-0.0799	0.1719
Si	1.55	3.9366	7.5001	0.0472	-0.0517	0.0345
Si	6.583	4.4829	7.3378	-0.0031	0.0401	0.2149
Si	4.3949	6.6663	7.4399	-0.0718	-0.1	0.2942
Si	9.1141	7.1954	7.4084	0.0564	0.0617	0.1115
Si	0.9591	9.8682	7.5986	-0.1168	-0.1089	0.0591
Si	6.9655	9.4502	7.5086	0.1332	-0.0525	0.1886
O	5.4636	5.5219	8.0072	0.0189	0.0168	-0.5271
O	-0.1783	0.0611	8.0094	0.1176	0.0762	-0.3379
O	2.6376	2.8149	8.1357	-0.0554	0.0374	-0.3807
O	8.0742	8.3352	8.0612	0.0396	-0.078	-0.5269
O	1.5478	9.4369	24.2274	-0.0997	0.0515	0.4281
O	6.8407	3.8913	23.9654	-0.0597	0.0976	0.4805
O	6.8318	9.593	25.1894	0.1554	-0.1726	-0.1938
O	0.2211	4.8689	23.2549	-0.0157	0.0507	0.1892
O	6.2182	10.0539	8.8733	-0.0115	0.0256	-0.1134
O	0.692	4.714	8.6713	0.0605	-0.0779	-0.0232
O	1.3607	9.2248	9.0636	0.0232	0.1306	-0.2444
O	7.5274	4.0768	8.6243	0.0069	-0.07	-0.0302
O	9.5839	6.382	8.7444	0.0279	-0.0364	0.023
O	4.28	0.9627	9.1243	0.0151	0.0273	-0.1754
O	3.8985	7.449	8.8153	0.0479	-0.0379	-0.2928
O	9.3209	2.0911	8.8038	-0.1082	0.0147	-0.0615
O	5.7046	0.1637	23.3493	-0.0644	0.0514	0.1413
O	8.5209	1.8659	23.2761	0.0468	0.1239	0.1518
O	10.2274	7.1193	23.8973	0.103	-0.1757	0.1284
O	4.6994	5.4521	23.4422	0.1045	-0.0826	0.0885
O	8.2254	8.576	23.319	0.0183	-0.0214	0.1325
O	2.3576	3.422	23.3574	0.0238	-0.0566	0.2089
O	3.8611	7.9392	23.5836	-0.1595	0.0127	0.0507
O	10.2097	-0.1352	23.8144	-0.1231	0.0965	-0.2841
Si	6.4536	12.2134	15.6129	-0.0449	-0.037	-0.0459
Si	-2.688	7.982	14.0763	0.0176	0.0133	-0.0903
Si	7.4725	4.1018	16.7335	0.0379	-0.0187	0.1334
Si	-0.4121	3.708	19.9112	-0.142	0.0399	-0.1566
Si	14.3427	2.3713	13.3	0.0246	0.0657	-0.1005
Si	3.1145	3.8125	18.0355	0.0529	0.0257	0.0767
Si	3.6701	7.4328	15.0061	0.0185	0.0002	-0.0138
Si	4.3466	0.7437	22.6563	0.0115	-0.0051	-0.1582
Si	1.2773	6.0308	14.022	-0.0176	-0.0309	0.0099
Si	4.3593	-0.7287	20.2051	0.0579	-0.0211	-0.2106
Si	4.7695	2.213	20.1155	0.0837	-0.0995	-0.0999
Si	7.9472	2.7296	9.4179	0.1383	0.1318	0.0467
Si	9.4352	3.7319	11.7389	0.1107	-0.0863	0.1439
Si	10.7598	5.7115	9.6232	-0.0627	-0.0458	-0.0486
Si	2.8941	4.5869	11.662	0.0954	-0.0502	0.1453
Si	5.5716	8.0655	12.7034	-0.0044	-0.0524	-0.0309
Si	9.9015	1.0814	22.7895	-0.0345	-0.0095	0.0775
Si	1.2646	8.4183	10.4652	0.035	0.0577	0.0751
Si	9.9582	-1.0535	20.5307	-0.1903	-0.2091	-0.1948
Si	3.4902	1.584	16.06	-0.0018	0.1127	-0.009
Si	7.2477	6.4975	21.047	0.0601	-0.0618	-0.3156
Si	16.4762	0.2774	12.7953	-0.254	0.0338	0.2036
Si	0.0535	-2.0475	13.1646	-0.0277	-0.1158	0.0647
Si	9.4548	5.0716	14.5673	0.0121	-0.0811	-0.1266
Si	-9.7798	2.2895	11.5409	-0.013	-0.044	0.0836
Si	3.5066	7.3255	19.722	0.0362	0.1778	-0.1889
Si	1.8313	9.9207	15.4336	-0.0053	-0.0977	-0.0452
Si	0.8613	6.0407	18.6061	0.0407	-0.0061	0.0944
Si	7.5543	3.654	19.819	-0.1195	-0.0258	0.0247
Si	7.9092	-1.2682	16.6243	-0.0626	-0.0876	0.1446
Si	0.8944	3.5283	22.6456	-0.0344	0.0705	-0.0617
Si	5.0654	5.9872	17.2958	-0.0791	0.0045	0.0557
Si	7.1395	9.0924	19.4643	0.0588	0.0245	-0.0474
Si	3.9119	7.242	10.4238	0.0653	-0.1534	0.2162
Si	9.393	7.689	22.6128	-0.0137	0.0111	-0.197
Si	4.5971	6.8445	22.599	-0.0574	0.0001	0.0273
Si	5.7904	0.4988	9.6383	0.0906	-0.0032	-0.1292
Si	10.8642	-2.0492	17.7455	-0.0526	-0.032	0.0447
O	10.0672	0.4045	21.2884	-0.0421	0.2167	0.2307
O	4.4854	7.2368	13.6065	0.012	0.0119	-0.0185
O	11.0802	2.158	23.0581	0.0126	-0.0021	0.0365
O	6.9156	-1.6742	17.8612	0.0432	0.0156	-0.1104
O	3.536	8.9684	19.5302	-0.0019	-0.0228	0.0763
O	0.102	7.2278	17.7318	-0.034	0.0026	0.052
O	8.1201	3.118	10.9947	-0.0929	-0.0931	-0.2295
O	4.5343	2.0771	21.7307	0.0112	-0.0117	0.0496
O	1.9101	3.5778	10.83	-0.0123	0.0277	-0.0268
O	13.3462	0.4737	15.6279	-0.013	-0.0153	0.0271
O	5.9002	-1.2357	20.3052	-0.0576	0.0259	0.1149
O	1.9521	5.3296	12.7465	-0.0198	0.014	-0.0376
O	2.7757	8.2271	11.0643	-0.05	0.0786	-0.0341
O	3.9974	3.6373	12.4322	-0.0914	-0.0168	-0.0024
O	16.3455	-1.3055	13.1014	0.0333	0.0354	-0.0312
O	3.7106	6.7991	21.2438	-0.006	-0.037	0.0788
O	1.8062	2.1936	13.0485	0.0251	-0.0173	-0.0709
O	-14.3246	8.7494	15.3308	-0.0146	0.0073	0.0062
O	-9.552	0.9506	10.6462	0.0801	0.0703	-0.0999
O	3.7383	-0.4457	21.6981	0.023	0.0966	0.1311
O	3.0917	8.9427	15.1128	-0.0127	-0.0035	0.0054
O	11.7179	-0.9988	14.1818	0.0219	0.0659	-0.0289
O	6.4322	11.9431	13.9742	0.0523	0.0149	-0.0258
O	3.4307	1.1211	23.9469	-0.0609	0.0239	0.0235
O	4.0634	-9.9767	12.8365	0.1315	-0.0993	0.0014
O	6.1335	7.088	22.0852	-0.0992	0.128	0.1694
O	-12.4969	8.9514	13.4012	0.0039	0.025	-0.0136
O	-0.8635	4.9635	10.8923	0.0351	0.0974	-0.1564
O	7.9141	3.7055	18.2397	-0.0004	0.0359	-0.1015
O	6.3735	2.5227	19.9468	-0.0207	-0.0059	0.0019
O	14.6063	2.6845	14.8634	0.0088	-0.0055	0.0927
O	4.3788	11.6791	19.4436	-0.0363	-0.0023	0.0281
O	7.101	7.6102	12.991	0.0048	0.0255	0.0304
O	-2.2432	6.4443	21.8073	0.038	0.1041	0.0737
O	-2.1069	4.3838	15.8905	-0.0279	0.0063	0.0632
O	1.9794	6.8912	19.4167	-0.0195	-0.0808	-0.0072
O	2.4406	6.3584	15.1144	0.0308	0.0403	0.0164
O	13.7522	2.3757	17.3214	-0.0017	0.0434	-0.027
O	9.4507	-1.5924	17.0562	0.0492	0.0029	-0.032
O	6.7706	1.6713	9.1224	-0.0414	-0.0133	-0.0414
O	4.6811	7.1441	16.2325	0.0416	0.0103	0.044
O	19.8654	6.5973	14.5457	-0.0237	0.0467	0.0412
O	4.1993	4.6184	17.1463	0.0184	-0.0296	-0.0665
O	-1.9191	3.3959	20.533	0.1582	-0.031	0.0251
O	10.5138	13.4533	11.8032	0.0085	0.0217	-0.0687
O	7.3443	-3.4284	19.7698	-0.0089	-0.0681	0.0997
O	0.3634	9.1859	11.5902	0	-0.0088	-0.0323
O	0.7548	6.8979	10.2047	-0.036	-0.0652	-0.0301
O	4.6616	6.6324	18.7671	0.0047	-0.0417	-0.0139
O	15.9167	11.8649	16.2791	0.0346	-0.017	0.0543
O	3.6478	5.6528	10.7159	-0.0202	0.0231	-0.0609
O	6.5819	5.4823	16.9283	-0.0566	-0.0139	-0.0013
O	10.2219	-2.2978	21.5755	0.0031	-0.0575	0.121
O	1.7446	4.7347	18.0341	0.0347	-0.0851	0.0054
O	7.6081	11.2422	16.2602	0.003	0.0442	-0.0175
O	9.009	4.2539	13.2223	0.0128	-0.0038	-0.0371
O	0.0093	9.576	19.2466	0.0165	0.0259	0.0433
O	3.8131	14.3351	19.4814	-0.0655	0.0162	-0.0135
O	5.3033	18.6466	11.134	0.0264	0.0647	-0.016
O	6.9096	5.0184	20.4545	0.0097	0.057	0.0728
O	1.1252	-1.4661	16.8257	0.023	0.0222	0.0262
O	0.149	5.0689	14.6987	-0.0123	0.0212	0.008
O	0.5862	-3.537	13.523	-0.0039	0.0386	-0.0372
O	8.4458	9.91	19.941	0.1016	0.0295	0.0976
O	6.039	0.4128	11.2488	-0.0481	-0.0319	-0.268
O	6.7411	2.8461	15.9742	0.0099	-0.0056	-0.0252
O	0.7977	3.6143	21.0247	0.0549	-0.0345	0.1673
O	10.5869	5.2846	19.4026	0.0624	-0.0072	-0.0471
H	-8.6852	0.8774	10.203	-0.1324	0.0602	0.1437
O	-0.19	2.5799	18.7552	0.0001	0.0525	-0.0171
H	0.5069	2.7135	18.0926	-0.0625	-0.019	0.0602

Results
free energy: -138108.075 eV
free energy less fixed offsets of H -15.97, O -568.88, Si -635.61 eV per atom: 1.445 eV

The program warned: the cutoff lies below the one the program advises for these potential files; the forces do not sum to zero within the program's tolerance; the exchange-correlation potential is rough where the density is thin.
